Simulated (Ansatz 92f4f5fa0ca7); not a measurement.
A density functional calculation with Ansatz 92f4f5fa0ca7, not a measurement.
Periodic cell of 215 atoms, Si128O87, from a study of silicon, its oxide and their interface. The atomic structure is a simulated model.
This geometry differs little from another in the collection (a relaxation step or a small displacement).

Settings
functional: r2SCAN
potential files: Ansatz PAW
basis: plane waves
wave-function cutoff: 800 eV
density cutoff ratio: 5
exchange-correlation grid ratio: 1
k mesh: 1 x 1 x 1, shifted by 0.5 0.5 0 of a step
self-consistency stop: 1e-10 eV per atom in the density residual
occupations: fixed
spin: none
net charge: 0

Cell vectors (angstrom)
a, 10.88, 0, 0
b, 0, 10.88, 0
c, 2.9433, 1.9962, 31.3627

Atoms and the computed forces on them: element, x, y, z (angstrom), force x, y, z (eV/angstrom)
Si, -0.0677, 10.965, 15.5405, -0.001, -0.0026, 0.0566
Si, 4.2136, 2.2032, -5.2505, -0.0027, -0.0069, -0.0292
Si, -0.3901, 2.3367, -2.8614, -0.0054, 0.0046, -0.0714
Si, 5.1873, 8.3749, -5.5195, 0.0024, -0.0044, -0.0347
Si, -1.137, 7.0254, -4.5938, -0.0001, 0.0025, -0.0449
Si, 1.9369, 9.5462, -2.6326, 0.012, -0.0067, -0.0603
Si, 3.9396, 7.4913, -3.0347, -0.0041, 0.0098, -0.0615
Si, 1.791, 6.336, -5.175, 0.003, -0.001, -0.0402
Si, 4.4804, 7.0953, 1.3689, 0.0064, -0.0023, -0.0093
Si, 6.6453, 9.3204, 1.5595, -0.0047, -0.0002, -0.0048
Si, 4.1414, 1.51, 1.3727, 0.0007, 0.0062, -0.0257
Si, 7.3892, 4.6768, 1.4678, -0.0119, -0.0057, -0.0205
Si, -1.8086, 6.4935, 1.6381, 0.001, 0.0035, 0.0005
Si, 1.0211, 9.3025, 1.3103, -0.0054, -0.0051, 0.0141
Si, 9.4135, 11.9702, 1.5345, -0.0028, -0.0029, 0.0063
Si, 1.1695, 3.9227, 1.2006, -0.0011, 0.0034, 0.0053
Si, 2.7163, 8.1646, 2.5723, -0.0065, 0.0016, -0.0062
Si, 5.4334, 10.9505, 2.7279, -0.0011, -0.0025, 0.0004
Si, 2.691, 2.8099, 2.6694, -0.0153, -0.0045, 0.0024
Si, 5.5784, 5.5477, 2.7822, 0.0046, -0.0005, 0.0029
Si, 8.07, 8.1148, 3.0059, 0.0035, -0.002, -0.0019
Si, 10.8983, 10.7828, 2.8751, 0.0035, 0.0004, -0.0075
Si, 8.2084, 13.6486, 2.6887, 0.0024, -0.0058, -0.0024
Si, -0.046, 5.3621, 2.6819, 0.0029, -0.0074, -0.0049
Si, 1.388, 6.7677, 3.9563, 0.0023, 0.0026, -0.002
Si, 4.0211, 9.5599, 4.044, -0.0014, 0.0022, 0.0011
Si, 1.3949, 1.3826, 4.094, 0.0045, 0.0008, 0.0017
Si, 4.1208, 4.1236, 4.0043, 0.0022, 0.0032, -0.0006
Si, 6.7516, 6.8036, 4.36, -0.0073, -0.0028, 0.0001
Si, 9.5213, 9.4926, 4.2135, -0.0039, -0.0021, -0.0025
Si, 6.8111, 12.3013, 4.0521, -0.0011, -0.0004, -0.0014
Si, 9.5684, 4.0291, 4.1548, -0.0016, 0.0001, -0.0041
Si, 2.7329, 5.4445, 5.3673, 0.0022, 0.0004, 0.001
Si, 5.346, 8.2223, 5.5288, -0.0043, 0.0029, -0.0024
Si, 2.718, 0.0128, 5.4709, 0.0018, -0.0043, -0.0003
Si, 5.4304, 2.741, 5.4017, 0.0011, 0.0036, 0.0003
Si, 8.1956, 5.3953, 5.5451, 0.0047, -0.0001, -0.0012
Si, 0.0471, 8.0939, 5.4176, 0.0008, -0.0008, 0.0016
Si, 8.1417, 10.9193, 5.4447, -0.0009, -0.0006, -0.0022
Si, 0.0268, 13.5634, 5.5082, 0.0003, 0.0021, -0.0002
Si, 4.0076, 6.7856, 6.81, -0.0043, -0.0003, 0.0014
Si, 6.7983, 9.5704, 6.8163, 0.0004, 0.0015, -0.0013
Si, 4.108, 1.3838, 6.7957, 0.0011, 0.0006, -0.0006
Si, 6.7731, 4.0398, 6.8283, -0.0041, -0.0015, -0.0001
Si, -1.2951, 6.7945, 6.8291, 0.0009, 0.0013, -0.0007
Si, 1.3363, 9.4935, 6.7931, 0.0028, -0.0029, -0.0003
Si, -1.3808, 12.2187, 6.8325, -0.0003, -0.001, -0.0002
Si, 1.4096, 4.0994, 6.7888, 0.0031, 0.0014, -0.0002
Si, 2.666, 8.1296, 8.166, -0.0007, -0.0006, -0.0005
Si, 5.4726, 10.9333, 8.1756, 0.0015, 0.0007, 0
Si, 2.7547, 2.7422, 8.1629, -0.0022, 0, 0.0016
Si, 5.3945, 5.4177, 8.1491, -0.0025, -0.0001, -0.0035
Si, 8.2042, 8.1939, 8.1375, 0.0014, 0.0008, 0.0005
Si, -0.0408, 10.8322, 8.165, -0.0013, 0.0003, 0.0014
Si, 8.1356, 2.6913, 8.183, -0.0006, 0.0009, 0.0007
Si, 0.0677, 5.4578, 8.176, 0.0012, 0.002, -0.0012
Si, 1.3656, 6.8053, 9.623, -0.0003, 0.0021, 0.0026
Si, 4.0827, 9.5075, 9.3951, -0.0004, -0.0007, -0.0012
Si, 1.3473, 1.351, 9.427, -0.0024, -0.0015, -0.0017
Si, 4.081, 4.0755, 9.6067, -0.0003, 0.0026, 0.0032
Si, 6.8076, 6.8015, 9.3897, -0.0024, 0.0015, -0.0014
Si, 9.5129, 9.5159, 9.616, -0.0007, -0.0002, 0.0032
Si, 6.8108, 12.2483, 9.6167, 0.0005, 0.0015, 0.0034
Si, 9.5273, 4.0967, 9.4244, 0.0015, -0.0003, 0
Si, 2.7367, 5.4491, 11.0011, 0.0011, 0.0007, 0.0046
Si, 5.4533, 8.1577, 10.7075, 0.0012, -0.0008, 0.0026
Si, 2.7101, 10.8299, 10.7142, 0, 0.0022, 0.0039
Si, 5.4517, 2.7186, 10.9992, -0.0014, 0, 0.0057
Si, 8.1474, 5.4493, 10.7334, -0.0026, -0.0006, 0.0025
Si, -0.007, 8.1508, 11.0067, 0.0018, 0.0015, 0.0035
Si, 8.1489, 10.8828, 11.0073, 0.0004, -0.0008, 0.0043
Si, -0.0121, 2.736, 10.7456, 0.0006, 0.0001, 0.0038
Si, 4.224, 6.854, 12.2102, 0.0028, 0.0023, -0.0045
Si, 6.6904, 9.451, 12.2187, -0.0025, 0.0006, -0.0025
Si, 4.0193, 12.1067, 12.1639, 0.001, -0.0051, -0.0054
Si, 6.891, 4.1566, 12.246, 0.0001, 0.0025, -0.0049
Si, -1.4609, 6.7347, 12.2252, -0.0023, -0.0052, -0.0017
Si, 1.4577, 9.5503, 12.2457, 0.0071, 0.0013, -0.0045
Si, 9.5786, 12.3331, 12.2345, -0.0002, 0.004, -0.0012
Si, 1.2767, 4.0379, 12.2327, -0.0041, -0.0011, -0.0012
Si, 3.2605, 8.5968, 13.4685, 0.0008, -0.0022, -0.0038
Si, 4.9185, 10.3537, 13.5088, -0.0017, -0.0032, -0.0066
Si, 2.2409, 2.1992, 13.3348, 0.006, 0.005, 0.0137
Si, 5.9785, 5.9107, 13.5214, -0.0021, -0.0011, 0.0091
Si, -3.2279, 7.7162, 13.4625, 0.0078, 0.0101, 0.0316
Si, 0.5281, 11.4035, 13.3538, -0.0024, -0.0014, 0.0105
Si, 8.6563, 3.2401, 13.5149, -0.0062, -0.0077, 0.0224
Si, -0.5215, 4.9704, 13.4578, 0.0058, 0.0011, 0.0029
Si, 8.5348, 8.2116, 18.8416, 0.0055, -0.0036, 0.0569
Si, 2.2823, 10.1425, 19.8574, -0.0162, -0.0043, 0.0335
Si, 9.2388, 8.4113, 16.0181, 0.001, -0.0018, 0.0544
Si, 2.8178, 7.4547, 15.4788, 0, -0.0057, 0.0379
Si, 1.9708, 12.0458, 21.8752, -0.0027, 0.0062, 0.0038
Si, 1.1664, 5.3207, 20.6241, -0.0012, 0.0012, 0.036
Si, 8.9533, 1.5514, -6.2172, 0.0076, -0.002, -0.0327
Si, 8.4537, 10.1506, 0.3279, -0.0122, 0.0145, -0.046
Si, 6.1187, 6.5373, 18.2583, 0.0077, 0.0047, 0.0562
Si, 4.5742, 3.3147, -8.0943, 0.0048, 0.0057, -0.0018
Si, 8.6848, 4.1654, -4.3883, -0.0028, -0.0045, -0.039
Si, 0.0369, 5.9297, 15.5089, 0.0001, -0.0028, 0.0567
Si, 8.1169, 1.7, 16.157, -0.0041, 0.0029, 0.0557
Si, 1.8658, 5.0447, -0.8647, 0.0087, -0.0041, -0.0477
Si, -0.0213, 8.078, 20.5976, 0.0078, -0.0038, 0.0278
Si, 5.2788, 11.2499, 15.6866, 0.0059, 0, 0.0458
Si, 1.7749, 11.0866, -0.0773, 0.0097, -0.0057, -0.0445
Si, -0.9395, 8.2497, 0.298, 0.0077, -0.0044, -0.0053
Si, -0.1866, 7.4205, -1.7358, 0.0008, -0.002, -0.0689
Si, 8.5651, 2.9632, 18.982, 0.0076, 0.0122, 0.0527
Si, 3.9395, 2.3275, 15.9417, -0.0014, 0.0018, 0.0392
Si, 1.9449, 3.6703, -3.7642, 0.0041, -0.0044, -0.0579
Si, 2.8287, 10.3592, -5.4511, 0.0049, 0.0056, -0.0398
Si, 0.2242, 1.9951, 0.2307, -0.0133, 0.0123, -0.0493
Si, 0.511, 11.371, -7.2747, -0.0006, 0.0013, -0.018
Si, 4.1575, 8.9994, 17.7052, 0.0029, -0.0099, 0.0608
Si, 8.2349, 11.294, -2.6648, -0.0073, 0.0065, -0.0643
Si, 3.4917, 3.6521, 21.4081, -0.0022, -0.0017, 0.013
Si, 6.172, 4.4762, 20.478, -0.0039, -0.005, 0.026
Si, 5.1316, 5.2803, 15.6466, 0.0031, 0.0009, 0.0573
Si, 4.0425, 5.764, -0.5468, 0.0076, 0.0077, -0.026
Si, 8.4103, 9.4677, 21.5419, 0.0013, 0.0066, 0.0213
Si, 6.3707, 2.9102, -3.2698, 0.0068, -0.0023, -0.0598
Si, 7.2166, 2.0024, -8.7654, -0.0006, -0.0047, -0.0003
Si, 4.0244, 6.3573, -7.3493, 0.0056, -0.0077, -0.0136
Si, -1.1946, 1.4043, 21.4146, 0.0038, -0.0053, 0.0205
Si, 7.9318, 9.6071, -5.0735, -0.0027, 0.0022, -0.0395
Si, 0.2184, 4.1882, 18.0494, -0.0025, -0.0033, 0.0606
Si, 5.3834, 3.8137, -0.5191, 0.0033, -0.0039, -0.0456
Si, 1.712, 1.457, 17.7071, -0.0129, 0.0076, 0.0642
O, 8.2807, 10.782, -1.16, 0.015, -0.0255, 0.0778
O, 2.1035, 4.1452, -2.2221, -0.0042, 0.0169, 0.0492
O, 8.4119, 1.8329, -7.7086, -0.0011, -0.003, 0.0077
O, 5.3695, 3.3048, -2.0666, -0.0131, 0.0165, 0.0485
O, -0.3966, 9.3691, 15.6232, -0.003, 0.0162, -0.0274
O, 8.1756, 2.9032, 15.0654, 0.0059, 0.0144, -0.0341
O, 2.7975, 6.8621, -4.0094, 0.0104, 0.0031, 0.0282
O, 2.9543, 8.3936, 16.8019, -0.0089, -0.0096, -0.0389
O, -1.1264, 6.88, 16.1422, 0.0029, 0.0047, -0.0301
O, 0.9987, 2.3542, -3.6977, -0.0086, 0.0005, 0.0255
O, -1.0662, 8.633, 21.7262, 0.0007, -0.0016, -0.0099
O, 8.6492, 8.9708, 17.4214, 0.0124, 0.0036, -0.0451
O, 3.3186, 11.4163, 0.3468, 0.003, 0.0018, 0.0103
O, 0.6669, 8.6119, -2.4007, -0.0116, -0.0116, 0.0366
O, 3.2761, 8.7291, -2.2204, 0.0002, 0.0042, 0.0186
O, 6.1018, 5.6852, 16.8876, -0.0143, -0.0099, -0.0478
O, -1.1248, 3.7245, -3.2655, 0.0081, -0.0135, 0.0226
O, 3.8746, 9.229, -5.9439, -0.0009, 0.0024, 0.0132
O, -0.2224, 2.4559, -1.2757, 0.0166, -0.0029, 0.0658
O, 5.5846, 8.2393, 0.8739, 0.0007, 0.0039, 0.0051
O, -0.3257, 1.3282, -6.1801, -0.0057, 0.0073, 0.0094
O, 3.1666, 2.0911, 17.3624, 0.0221, 0.0025, -0.034
O, 5.6404, 5.6836, 19.5386, 0.0007, 0.0125, -0.0225
O, 8.6086, 2.9085, -5.4191, 0.0088, 0.0103, 0.0181
O, 1.1044, 5.134, 19.0195, -0.0028, -0.0067, -0.0296
O, 7.6348, 6.9135, 18.6106, -0.0071, -0.0012, -0.023
O, 9.3485, 1.8676, 19.8958, -0.0066, 0.0102, -0.0266
O, 7.744, 10.0156, -3.5192, 0.0053, 0.0135, 0.0334
O, -1.3916, 11.7488, 16.0446, 0.0097, -0.0071, -0.026
O, 2.5564, 6.4729, -6.6188, -0.0054, -0.0025, 0.0199
O, 6.5538, 9.1684, -5.793, 0.0037, -0.0005, 0.0164
O, 6.8627, 11.6155, 15.8371, -0.0115, -0.0081, -0.0135
O, 7.2568, 1.6823, -2.729, 0.0032, -0.0078, 0.0202
O, 5.0084, 2.5653, 0.4632, -0.0028, -0.0122, 0.0221
O, 1.8048, 10.8573, -1.7042, -0.0036, 0.0112, 0.0504
O, 4.8166, 3.697, 15.8815, 0.0033, 0.0022, -0.0198
O, 2.6718, 5.0159, 21.1267, -0.0037, 0.001, -0.0048
O, 4.1696, 2.352, -6.858, 0, -0.002, 0.0169
O, 0.956, 1.5567, -8.3978, 0.0033, -0.0037, -0.0016
O, 1.9448, 9.8784, -4.2004, -0.0059, -0.009, 0.0413
O, 8.0554, 8.408, 14.9144, -0.0111, -0.0076, -0.039
O, 3.5359, 9.4611, 19.1206, 0.0099, -0.0024, -0.0296
O, 0.0365, 4.32, 21.2096, 0.0057, 0.0053, -0.0036
O, 0.3636, 4.7502, 16.5552, -0.0005, 0.0229, -0.0529
O, 1.3204, 6.8911, 15.3083, 0.0036, 0.0001, -0.0196
O, 6.6558, 5.0066, 21.9353, 0.0002, 0.0014, -0.007
O, -1.2005, 11.8466, -3.1948, 0.001, 0.0021, 0.0244
O, 7.9612, 2.2614, 17.6587, -0.0076, -0.0075, -0.0468
O, 5.2486, 7.8711, 18.0484, -0.0088, 0.008, -0.0197
O, 1.7812, 11.3986, 18.9969, -0.0042, 0.0139, -0.0306
O, 5.1533, 8.0337, -3.9415, -0.0079, -0.0108, 0.0293
O, 0.75, 6.164, -1.2798, -0.0054, 0.0005, 0.0232
O, 9.0513, 5.6057, -5.0448, 0.0002, -0.0006, 0.0132
O, 1.8242, 10.6914, -6.6581, 0.0089, -0.0084, 0.0188
O, 0.3793, 7.1385, -5.1932, -0.0018, -0.0001, 0.0172
O, -1.1643, 6.9697, -2.9608, 0.0122, 0.0047, 0.0529
O, 4.5398, 6.4489, -1.9768, -0.0093, -0.0263, 0.0538
O, 7.3629, 3.6275, 19.8181, 0.0082, -0.0017, -0.0202
O, 4.3116, 4.804, -7.5795, 0.0013, 0.0011, 0.0034
O, 0.7055, 2.6577, 18.0344, 0.0098, -0.0083, -0.0224
O, 3.6839, 11.6094, -4.9289, -0.0025, 0, 0.0097
O, -0.901, 7.6617, 19.3077, -0.0074, -0.0003, -0.0181
O, 4.8722, 3.5294, 20.6005, 0.0074, 0.006, -0.009
O, 8.7456, 11.0269, 21.7732, -0.0025, -0.0021, -0.0037
O, 5.6868, 2.3805, -4.6369, 0.0068, 0.0052, 0.025
O, 2.5019, 2.4374, 21.0202, 0.0016, -0.002, -0.0078
O, 2.7305, 2.523, 14.8685, -0.016, 0.0009, -0.0304
O, 3.7581, 6.1479, 15.7471, 0.0023, 0.0048, -0.0274
O, 8.9519, 8.3385, -5.1509, 0.0062, -0.01, 0.0163
O, 5.1362, 6.9983, -6.3616, 0.0002, 0.0069, 0.0113
O, 0.3673, 11.911, 21.674, 0.001, 0.0023, -0.004
O, 1.1674, 11.3901, 16.5068, -0.0163, -0.0117, -0.0414
O, -1.3208, 4.1564, 18.5312, 0.0048, 0.0013, -0.0182
O, 4.8553, 10.218, 16.8961, 0.0041, 0.0227, -0.0379
O, 7.2366, 4.2225, -3.6641, -0.004, -0.0021, 0.0141
O, -0.482, 10.2637, -7.9539, 0.0003, 0.0009, 0.0004
O, 6.8928, 4.2906, -0.0704, 0.0141, 0.0066, 0.0268
O, 2.6915, 10.7084, 21.318, 0.0015, -0.0005, -0.0137
O, 9.3212, 2.6251, 22.4179, 0.0015, 0.0025, -0.0038
O, 6.1621, 3.1581, -8.385, -0.0025, -0.0009, 0.0027
O, 1.3628, 4.8294, -4.7407, 0.0035, -0.0064, 0.0231
O, 1.0374, 9.1614, 20.0829, 0.0029, 0.0004, -0.0144
O, 7.9432, 9.1905, 20.0007, -0.0017, -0.0067, -0.0206
O, 0.802, 6.8067, 21.1291, -0.0025, 0.0025, -0.0114
O, 4.2631, 7.066, -8.8034, 0.0042, -0.0012, -0.0014
O, 8.3317, 11.0115, -5.7675, -0.0002, -0.0081, 0.0177
O, 3.34, 3.2892, -4.4528, -0.009, 0.0049, 0.0207

Results
free energy: -131496.286 eV
free energy less fixed offsets of O -570.45, Si -639.56 eV per atom: -3.456 eV

The program warned: the cutoff lies below the one the program advises for these potential files; the forces do not sum to zero within the program's tolerance; empty levels may hold ghost states of the PAW files; the exchange-correlation potential is rough where the density is thin.
